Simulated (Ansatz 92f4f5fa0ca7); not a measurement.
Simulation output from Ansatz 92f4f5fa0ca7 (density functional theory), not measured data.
Periodic cell of 226 atoms, Si133O92B1, from a study of silicon, its oxide and their interface. The atomic structure is a simulated model.
Doubt: the cutoff is far below the 930 eV that the study's wrapper takes by default for these files, so forces and energies are approximate.
This geometry differs little from another in the collection (a relaxation step or a small displacement).

Settings: functional PBE; potential files Ansatz PAW; basis plane waves; wave-function cutoff 580 eV; density cutoff ratio 5; exchange-correlation grid ratio 1; k mesh 1 x 1 x 1, Gamma-centred; self-consistency stop 5e-08 eV per atom in the density residual; occupations fixed; spin none; net charge -1 e, with a uniform compensating background and no finite-size correction.

Cell vectors (angstrom)
a	10.938	0	0
b	0	10.938	0
c	0	0	31.9494

Atoms: element, x, y, z (angstrom)
Si	10.6246	0.0027	24.442
Si	5.0749	0.1256	24.6952
Si	2.8126	2.2979	24.5654
Si	8.5665	2.433	24.5854
Si	10.7022	5.5864	24.3632
Si	5.1529	5.6137	24.4745
Si	2.9864	7.9507	24.4283
Si	8.4105	7.8306	24.4454
Si	1.2826	1.1329	25.8727
Si	6.8171	1.3279	25.7719
Si	3.9806	4.0167	25.7641
Si	9.6816	4.0188	25.8771
Si	1.3371	6.7944	25.6936
Si	6.7972	6.7203	25.7791
Si	4.0001	9.4606	25.9825
Si	9.4809	9.4424	25.825
Si	2.6349	-0.1332	27.3169
Si	8.1459	-0.0653	27.1834
Si	0.0645	2.6537	27.2512
Si	5.4476	2.7198	27.1414
Si	2.6649	5.4256	27.1482
Si	8.1855	5.3654	27.1607
Si	0.0117	8.1549	27.1562
Si	5.5054	8.133	27.221
Si	4.0848	1.3261	28.5311
Si	9.542	1.316	28.5683
Si	1.388	4.0643	28.5947
Si	6.8038	4.0578	28.5558
Si	4.0777	6.7779	28.5508
Si	9.5573	6.7794	28.5019
Si	1.2917	9.481	28.6594
Si	6.8193	9.5381	28.5919
Si	-0.0152	-0.0153	29.986
Si	5.4515	-0.0145	29.9354
Si	2.7698	2.7171	29.9368
Si	8.1575	2.698	29.9312
Si	-0.0192	5.4417	29.9128
Si	5.451	5.422	29.9413
Si	2.7405	8.1737	29.9664
Si	8.2243	8.1729	29.9011
Si	1.4212	1.3591	31.3264
Si	6.7708	1.3829	31.3325
Si	4.1307	4.0367	31.3466
Si	9.5441	4.0828	31.2747
Si	1.3554	6.8123	31.2945
Si	6.8268	6.8411	31.2644
Si	4.0697	9.6161	31.3379
Si	9.5521	9.5461	31.3085
Si	2.8935	0.1773	0.8531
Si	8.1897	0.0147	0.6806
Si	0.02	2.7537	0.6882
Si	5.3265	2.595	0.8745
Si	2.7391	5.4529	0.6873
Si	8.1838	5.4731	0.6848
Si	0.0341	8.2323	0.7218
Si	5.4808	8.2368	0.6944
B	4.1039	1.3916	2.0661
Si	9.5998	1.3623	2.0343
Si	1.4107	4.0923	2.0755
Si	6.7913	4.1064	2.0332
Si	4.0947	6.8567	2.035
Si	9.5774	6.848	2.0673
Si	1.4211	9.6701	2.0467
Si	6.7871	9.6786	2.0641
Si	0.039	0.0438	3.4641
Si	5.3236	0.2013	3.2807
Si	2.8763	2.6225	3.2398
Si	8.2488	2.7885	3.3305
Si	0.049	5.5011	3.4582
Si	5.473	5.5234	3.4178
Si	2.7387	8.2562	3.3864
Si	8.2215	8.3141	3.3705
Si	1.4329	1.4759	4.7705
Si	6.8585	1.4705	4.6557
Si	4.0486	4.1107	4.6881
Si	9.6056	4.0833	4.7584
Si	1.3687	6.9773	4.8168
Si	6.8391	6.9955	4.7091
Si	4.1092	9.6329	4.7167
Si	9.6188	9.5886	4.8204
Si	2.7595	0.0448	6.1046
Si	8.2698	0.1372	6.0376
Si	0.053	2.8012	6.2457
Si	5.517	2.8501	6.0387
Si	2.7588	5.5741	6.0804
Si	8.2602	5.6036	5.9335
Si	0.0503	8.3117	6.3457
Si	5.4922	8.3363	6.1632
Si	4.4291	1.1894	7.2937
Si	9.811	1.1683	7.5516
Si	1.1863	4.5083	7.4631
Si	6.6342	4.5607	7.2155
Si	4.3163	6.7261	7.4725
Si	9.7386	6.616	7.473
Si	1.2768	9.9578	7.6632
Si	6.7184	9.9757	7.3729
O	9.583	1.239	23.9907
O	4.1032	6.8018	23.9522
O	4.005	1.2418	24.0677
O	9.5302	6.7004	23.9139
O	-0.0185	5.5454	7.9943
O	5.5725	0.1332	7.8935
O	0.0549	0.0979	8.1064
O	5.5319	5.6456	7.8388
O	7.5707	4.0076	8.4445
O	8.7407	7.0497	8.7467
O	2.1686	9.4785	9.0226
O	8.8969	1.7138	8.861
O	7.6113	9.4747	8.6811
O	3.6244	1.8235	8.5837
O	3.5787	7.2445	8.892
O	2.0746	4.0191	8.7861
O	8.1391	3.4778	23.366
O	0.4403	4.9273	22.9698
O	1.9061	2.7377	23.2549
O	5.8273	4.9049	23.1347
O	5.5157	10.0146	23.5028
O	2.4439	8.6847	23.0333
O	0.1902	10.0736	23.096
O	7.7739	8.5726	23.0955
Si	8.6596	7.6999	18.4481
Si	8.7919	6.3534	13.6217
Si	3.7999	1.5407	14.7137
Si	2.1367	5.7436	17.6315
Si	2.414	3.1416	19.5073
Si	9.8158	9.0265	12.0623
Si	1.3306	9.4192	22.0975
Si	9.1769	0.9628	13.1897
Si	1.4287	5.0537	13.0176
Si	1.8003	8.2525	12.7869
Si	6.6481	9.5589	22.4465
Si	4.5295	4.6004	15.7004
Si	8.2102	3.0349	9.5482
Si	0.843	8.2464	19.2725
Si	6.9537	1.3478	21.0993
Si	8.2262	8.3178	9.6422
Si	10.8936	5.1993	15.6029
Si	7.5722	9.4947	16.3121
Si	9.9328	2.0566	20.3043
Si	3.2107	8.5195	9.8743
Si	6.6951	3.3546	17.4161
Si	1.1674	0.2059	19.8147
Si	3.2459	2.8225	12.2732
Si	7.216	5.3986	19.7002
Si	5.7489	8.6647	11.5219
Si	5.7931	6.0702	13.1869
Si	4.638	9.7093	17.6197
Si	1.0193	3.595	22.1975
Si	4.8996	1.4852	18.8094
Si	3.2035	3.0904	9.487
Si	6.4549	10.8115	13.7788
Si	10.3546	0.1157	15.9641
Si	5.6744	3.6548	11.1322
Si	9.8425	3.8934	11.8891
Si	2.3493	9.9224	15.5262
Si	6.0777	8.1323	19.8092
Si	6.9317	3.9701	22.395
Si	9.7573	2.7744	17.3688
O	7.202	6.3753	13.9671
O	1.8829	7.0569	18.6802
O	10.2967	4.0248	16.5178
O	6.1718	9.9608	17.0501
O	10.1523	0.7096	14.4651
O	8.446	6.1198	18.8716
O	5.1754	0.6814	14.4215
O	5.7193	2.0613	17.5309
O	8.346	1.9399	20.543
O	1.9974	4.2971	18.4121
O	6.9788	2.7986	10.6284
O	4.8812	2.71	12.2044
O	6.0292	4.3948	16.3484
O	4.5699	3.9279	9.9285
O	10.6915	2.7703	21.5599
O	9.7261	6.1526	14.9628
O	6.0084	6.4956	19.8459
O	4.0863	0.1747	18.275
O	9.2614	10.5475	12.2768
O	2.8625	4.3622	12.7001
O	1.913	10.6977	21.218
O	3.9929	2.7203	19.3938
O	0.7368	10.0428	15.9529
O	1.2779	9.8027	18.8408
O	1.7147	1.6607	19.2818
O	8.9461	10.3824	16.4871
O	4.8786	8.5892	18.791
O	9.5663	8.76	10.475
O	6.7437	4.0976	18.8609
O	2.8509	1.7268	13.387
O	5.8305	8.7811	21.2708
O	2.5489	2.4626	10.855
O	7.6091	4.85	21.1847
O	5.2172	7.4757	12.5438
O	0.4343	9.0653	12.4843
O	7.5858	1.051	13.5761
O	7.1087	9.6271	14.7415
O	8.9832	5.0235	12.6923
O	8.0942	8.0348	16.9167
O	6.2136	2.5747	21.8989
O	2.4604	9.0654	14.0919
O	0.4276	4.4817	11.8638
O	0.8147	8.3179	20.9414
O	9.3913	3.8291	10.3374
O	9.6588	2.3825	12.5265
O	7.6226	8.5693	19.3952
O	2.5519	8.164	11.3392
O	3.987	3.056	15.3665
O	0.8499	4.4938	14.4378
O	10.058	2.9952	18.9595
O	9.1549	7.7979	12.9378
O	10.5136	0.5351	20.0796
O	6.0421	5.0364	11.9288
O	8.1551	2.752	17.0224
O	3.5308	5.4742	16.7223
O	4.6611	9.1304	10.3772
O	1.5354	6.6758	13.1677
O	4.7693	5.4923	14.3396
O	2.0402	3.8524	20.9334
O	10.5462	1.4041	16.9513
O	0.9422	6.065	16.5621
O	7.3438	10.9475	21.9361
O	5.9324	0.9086	19.922
O	6.0723	10.02	12.3969
O	2.849	0.5463	15.5801
O	7.0568	8.0145	10.7614
O	10.2462	8.0164	18.6931
O	3.4532	9.2035	16.5663

Results
free energy: -137022.777 eV
free energy less fixed offsets of B -154.04, O -568.88, Si -635.61 eV per atom: 4.353 eV

Forces (eV/angstrom), in the order of the atoms: element, x, y, z
Si	-0.0057	0	-0.0002
Si	-0.0016	0.0019	-0.0004
Si	0.0032	-0.0004	0.0025
Si	0.0025	-0.0018	-0.0014
Si	-0.0003	0.0057	-0.0035
Si	-0.0037	-0.0005	0.002
Si	0.0017	-0.0043	-0.0039
Si	0.0032	0.0002	0.0043
Si	0.0018	0.0011	0.0027
Si	-0.0008	0.0011	0.0023
Si	0.0018	-0.0003	0
Si	-0.0019	-0.0007	0.0037
Si	-0.0023	0.0004	0.0031
Si	0.0002	-0.0003	0.0002
Si	-0.0024	0.0027	0.0041
Si	-0.0002	0.0004	0.0013
Si	0.001	-0.0012	0.0022
Si	0.0028	-0.0014	-0.0015
Si	0.0001	-0.0011	0.0002
Si	-0.0018	-0.0005	0.0007
Si	-0.0004	0.0001	-0.0003
Si	0.0003	0.0001	0.0022
Si	0.0007	0.0007	0.0005
Si	0.0012	-0.0006	0.0007
Si	0.0005	-0.0011	0.0001
Si	-0.0008	0	0.0011
Si	-0.0002	0.0004	0.0004
Si	0.0009	-0.0004	-0.0007
Si	-0.0007	-0.0001	0.0021
Si	-0.0007	-0.0006	0.0009
Si	0	-0.0008	-0.0044
Si	-0.0012	0.0001	0.0006
Si	0.001	0.0006	-0.0005
Si	-0.0024	0.0009	-0.0017
Si	-0.0005	-0.0027	-0.0017
Si	0.001	0.0021	-0.001
Si	-0.0018	0.0013	-0.0005
Si	0.0026	0.0013	-0.0011
Si	0.0005	0	-0.0005
Si	0.0012	-0.0025	-0.0011
Si	-0.0002	0.0025	0.0008
Si	0.0002	-0.0013	0.0001
Si	-0.0022	0.0009	0.0009
Si	0.0009	-0.0006	0.0006
Si	-0.0003	-0.0011	0.0002
Si	-0.0008	0.0009	0.0005
Si	0.0016	-0.0008	0.0008
Si	-0.0013	-0.0003	0.0007
Si	-0.0015	-0.0048	-0.0031
Si	0.0017	0.0014	0.0009
Si	-0.0012	-0.0002	0.001
Si	0.0041	0.0004	-0.0017
Si	0.0002	0.0009	0.0011
Si	0.0007	0.0004	-0.0038
Si	0.0003	-0.0004	-0.0025
Si	-0.001	-0.001	0.001
B	-0.0175	0.0191	0.0056
Si	0.0025	-0.0016	0.0009
Si	-0.0013	-0.0002	-0.0035
Si	-0.0016	-0.0005	0.0038
Si	0.0015	0.0004	0.0013
Si	0	-0.0009	0.0003
Si	0.0003	0.0013	0.0032
Si	-0.0037	0.0004	-0.0015
Si	-0.0026	0.0029	-0.0026
Si	0.0138	-0.0103	0.0061
Si	0.0053	-0.0056	-0.0051
Si	0.002	0.0005	-0.0003
Si	0.0012	-0.0003	-0.0007
Si	-0.0011	0.0014	-0.0003
Si	0.0026	-0.0021	-0.0008
Si	0	0.0011	0.0042
Si	0.0001	-0.0038	-0.0013
Si	-0.0031	0.0016	0.0012
Si	0.0055	0.0014	0.0005
Si	-0.0046	0.0006	-0.0012
Si	-0.0013	0.003	-0.0011
Si	0.0013	-0.0055	0.0007
Si	-0.0059	0.002	0.0007
Si	0.0025	-0.0022	-0.0012
Si	0.0064	-0.0007	-0.0023
Si	-0.0041	-0.0009	-0.0056
Si	0.001	0.0016	-0.0033
Si	-0.003	-0.0058	-0.0035
Si	0.0007	-0.0017	-0.0028
Si	-0.0028	0.002	-0.0026
Si	-0.0004	0.0007	-0.0005
Si	0.0023	0.0008	-0.0064
Si	-0.0005	0.0006	-0.0105
Si	0.0041	-0.0016	0.0107
Si	-0.0015	0.0022	0.0092
Si	0.0021	0.0045	-0.0029
Si	0.002	-0.008	0.0047
Si	0.0004	-0.0014	-0.0008
Si	-0.0024	-0.0007	-0.0014
Si	-0.0015	0.0047	0.0053
O	0.001	-0.0006	0.0001
O	0.001	0.0018	0.0011
O	0.0003	-0.0006	-0.0011
O	0.0002	-0.0013	-0.0004
O	-0.0004	-0.0024	-0.005
O	0.0023	-0.0008	0.0023
O	-0.0036	0.0019	-0.0034
O	-0.0013	0.0037	0.0026
O	0.0041	-0.0046	0.0062
O	-0.0024	0.0025	0.0046
O	0.0031	-0.0022	0.0046
O	-0.0006	0.0004	0.0002
O	0.0024	-0.003	0.0022
O	-0.0026	0.0045	0.0074
O	-0.0015	0.0026	0.002
O	0.0006	0	0.0013
O	-0.0024	0.002	-0.0031
O	0.0013	-0.0028	-0.0024
O	-0.003	0.002	-0.0041
O	0.0024	-0.0021	-0.0039
O	0.0016	-0.0019	-0.0032
O	-0.0016	0.002	-0.0021
O	0.0036	-0.0028	-0.004
O	-0.0024	0.0018	-0.0039
Si	0	0	0.0015
Si	-0.0002	-0.0001	-0.0019
Si	0	-0.0001	-0.0013
Si	-0.0003	-0.0002	0.0012
Si	-0.0005	0.0001	0.0029
Si	-0.0002	0	-0.0031
Si	-0.0008	0.0002	0.006
Si	0.0002	0.0003	-0.0022
Si	0.0002	0	-0.002
Si	0.0002	0	-0.0029
Si	0.0011	-0.0004	0.0049
Si	0.0001	0.0003	-0.0008
Si	-0.0022	0.002	-0.0068
Si	0.0001	0.0005	0.0033
Si	0.0005	-0.0001	0.0028
Si	-0.0001	-0.0004	-0.0061
Si	0	0	-0.0008
Si	0	-0.0002	-0.0002
Si	0.0001	0.0002	0.0032
Si	-0.0016	0.0007	-0.0062
Si	0.0001	0.0001	0.0013
Si	0.0002	-0.0003	0.0025
Si	-0.0002	0.0006	-0.0029
Si	0.0002	-0.0006	0.003
Si	0.0001	-0.0002	-0.0029
Si	0.0002	0	-0.0024
Si	-0.0001	-0.0002	0.0014
Si	0.0003	0.0009	0.0058
Si	0.0002	-0.0001	0.0022
Si	0	-0.0029	-0.0077
Si	0.0002	-0.0001	-0.0022
Si	0	0.0002	-0.0006
Si	0.0005	-0.0006	-0.0035
Si	-0.0007	-0.0001	-0.003
Si	0	-0.0004	-0.0009
Si	-0.0003	0.0005	0.0029
Si	-0.0003	0.0005	0.0056
Si	0.0002	-0.0001	0.0015
O	0.0001	0	0.0008
O	0.0003	-0.0007	-0.0009
O	-0.0002	0.0002	-0.0001
O	0.0002	0	-0.0004
O	0.0003	-0.0002	0.001
O	0.0001	0.0002	-0.0007
O	-0.0003	0.0002	0.0007
O	0.0002	0.0002	-0.0008
O	0.0005	0	-0.001
O	0.0001	0.0008	-0.0011
O	-0.0012	0.0003	0.0016
O	-0.0002	-0.0005	0.0016
O	-0.0001	0	-0.0002
O	0.0013	0.0006	0.0024
O	-0.001	-0.0009	-0.0022
O	0.0004	-0.0002	0.0008
O	0.0001	0	-0.0008
O	0.0001	-0.0002	-0.0007
O	-0.0002	0.0006	0.0013
O	-0.0001	0.0002	0.0008
O	-0.0001	0.0009	-0.0022
O	0.0002	-0.0002	-0.0007
O	0.0001	0	0.0001
O	0	-0.0002	-0.0012
O	0.0002	0.0001	-0.0007
O	-0.0002	-0.0001	0
O	-0.0002	0.0003	-0.0011
O	0.0011	0.0006	0.0025
O	-0.0001	-0.0003	-0.0013
O	0.0001	-0.0004	0.0014
O	-0.0007	-0.001	-0.0029
O	-0.0003	-0.0001	0.0036
O	0.0004	0.0011	-0.0029
O	0	-0.0005	0.0012
O	0.0002	-0.0002	0.001
O	-0.0002	-0.0003	0.0007
O	0.0002	-0.0002	0.0009
O	-0.0001	0.001	0.0015
O	-0.0002	0.0002	-0.0006
O	-0.0002	-0.001	-0.0014
O	0.0001	0.0005	0.0012
O	0.0004	0.0003	0.0008
O	-0.0003	-0.0007	-0.0027
O	0.0015	0.0008	0.0025
O	0	-0.0008	0.0012
O	0.0006	-0.0001	-0.0009
O	-0.0009	-0.0004	0.003
O	0.0001	0.0002	0.0005
O	-0.0001	-0.0002	0.0009
O	-0.0002	0.0004	-0.0018
O	0	-0.0006	0.0011
O	0.0003	-0.0003	-0.001
O	-0.0001	0.0007	0.0014
O	-0.0001	0	-0.0004
O	0	0	-0.0001
O	0.001	-0.0002	0.0018
O	-0.0002	-0.0001	0.0007
O	-0.0002	-0.0004	0.0011
O	0.0009	-0.0004	-0.0028
O	0.0001	-0.0001	-0.0003
O	0	0.0001	0
O	-0.0001	0.0011	-0.0013
O	-0.0011	0	-0.0017
O	0.0002	0.0007	0.0016
O	-0.0001	-0.0002	0.0003
O	-0.0012	0	0.0022
O	-0.0004	-0.0001	-0.0007
O	0	0.0001	-0.0003

The program warned: the cutoff lies below the one the program advises for these potential files; the exchange-correlation potential is rough where the density is thin.
